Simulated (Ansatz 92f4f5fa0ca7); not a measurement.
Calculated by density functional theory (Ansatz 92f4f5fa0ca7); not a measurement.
Periodic cell of 252 atoms, Si132O88H32, with a vacuum gap, from a study of silicon, its oxide and their interface. The atomic structure is a simulated model.

Settings: functional r2SCAN; potential files Ansatz PAW; basis plane waves; wave-function cutoff 800 eV; density cutoff ratio 5; exchange-correlation grid ratio 1; k mesh 1 x 1 x 1, shifted by 0.5 0.5 0 of a step; self-consistency stop 1e-11 eV per atom in the density residual; occupations fixed; spin none; net charge 0; applied field sawtooth along c, amplitude -0.015 V/angstrom in the program's sign convention, ramp centred at 0.9887 of c and 0.0227 of c wide, no dipole correction.

Cell vectors (angstrom)
a, 10.888, 0, 0
b, 0, 10.888, 0
c, 0, 0, 44.1345

Atoms and the computed forces on them: element, x, y, z (angstrom), force x, y, z (eV/angstrom)
Si, 0.0715, -0.2588, 30.6981, -0.0053, 0.0131, -0.0187
Si, 2.1754, 2.255, 30.0505, -0.0004, -0.0019, -0.0281
Si, -0.2221, 5.8585, 30.1277, 0.0056, -0.0091, 0.0101
Si, -1.022, 7.5165, 28.4419, -0.0054, 0.0128, -0.0374
Si, 4.1836, -1.3682, 31.8673, 0.0048, 0.0091, -0.0137
Si, 7.8597, 3.1656, 30.7077, 0.0129, -0.016, -0.0189
Si, 6.1086, 4.7991, 30.48, -0.0125, 0.0094, -0.02
Si, 6.7893, 6.7222, 31.711, 0.0042, 0.0067, -0.0168
Si, 1.2678, 1.2767, 31.9237, -0.0041, -0.0031, -0.0081
Si, 4.1959, 4.0719, 31.6605, 0.0099, -0.0156, -0.0098
Si, 2.7336, 5.4561, 32.9724, 0.0022, -0.0009, 0.0032
Si, 5.3922, 10.4378, 30.1476, 0.0016, -0.0027, -0.031
Si, 6.7588, 1.5302, 31.8815, -0.0116, 0.009, -0.0155
Si, 9.5706, 4.3292, 31.6602, -0.0008, 0.0049, -0.0118
Si, 7.8086, 8.4012, 30.441, -0.0034, -0.0006, -0.0127
Si, 9.372, 9.4444, 31.8575, -0.0006, -0.0055, -0.0087
Si, -0.0366, 2.8392, 33.0618, -0.0096, -0.0068, 0.0016
Si, 2.7199, -0.0495, 33.1745, -0.0021, 0.0032, 0.0031
Si, -0.1034, 8.1233, 33.1921, -0.0036, 0.0039, 0.0017
Si, 1.1706, 6.7737, 31.7539, -0.0084, 0.0001, -0.0074
Si, 5.3267, 2.7253, 33.2517, -0.0041, -0.0016, -0.0066
Si, 8.0911, 0.031, 33.1362, 0.0041, 0.0083, 0.0107
Si, 5.4769, 8.098, 33.1717, 0.0114, -0.001, 0.0034
Si, 8.1814, 5.4945, 33.1586, -0.0013, 0.0012, 0.0036
Si, 1.3943, 4.1149, 34.4172, -0.0129, -0.0073, 0.0316
Si, 4.0377, 1.307, 34.5676, 0.0229, 0.0167, 0.0042
Si, 1.3097, 9.5077, 34.4972, -0.0126, -0.004, 0.0254
Si, 4.0368, 6.786, 34.4647, 0.0007, 0.0047, 0.0237
Si, 6.787, 4.1037, 34.4944, 0.0004, -0.0012, 0.0225
Si, 9.4796, 1.4431, 34.4363, 0.0097, -0.0108, 0.0227
Si, 6.8038, 9.5052, 34.5087, -0.0077, -0.0132, 0.0274
Si, 9.4966, 6.7908, 34.5851, -0.0049, -0.0109, 0.0141
Si, -0.0389, 0.047, 35.8073, -0.0054, 0.005, 0.1652
Si, 2.6878, 2.7353, 35.8318, 0.0039, -0.0141, 0.182
Si, 0.0249, 5.4194, 35.8449, -0.0117, 0.0005, 0.1789
Si, 2.6887, 8.1562, 35.8491, 0.0211, -0.013, 0.1775
Si, 5.4404, -0.0392, 35.8739, -0.0285, 0.0348, 0.1886
Si, 8.14, 2.7379, 35.8596, -0.0219, 0.021, 0.1713
Si, 5.4162, 5.4497, 35.8453, -0.0044, 0.001, 0.1644
Si, 8.1441, 8.1748, 35.8862, 0.0198, -0.0062, 0.1932
Si, 1.3311, 1.3967, 37.1861, -0.0824, -0.0249, 0.2675
Si, 4.0783, 4.0571, 37.1957, 0.0005, 0.1092, 0.2474
Si, 1.3522, 6.7924, 37.2153, 0.0131, -0.0343, 0.3201
Si, 4.0744, 9.5044, 37.2192, -0.0695, 0.0064, 0.273
Si, 6.7967, 1.345, 37.2099, 0.006, 0.0396, 0.2832
Si, 9.5328, 4.0823, 37.2067, -0.0024, -0.0466, 0.2649
Si, 6.7857, 6.805, 37.2167, -0.1365, 0.0547, 0.3108
Si, 9.5091, 9.5495, 37.1867, 0.002, 0.0851, 0.3332
Si, 0.0011, 2.7439, 6.9498, 0.0294, 0.0333, -0.2886
Si, 2.7373, 0.0557, 6.8926, -0.0135, -0.0386, -0.3444
Si, -0.0408, 8.1649, 6.9079, -0.0263, 0.026, -0.3148
Si, 2.739, 5.4352, 6.9213, 0.0079, -0.0227, -0.3541
Si, 5.451, 2.7129, 6.9383, 0.0916, -0.0051, -0.2358
Si, 8.154, -0.0141, 6.9375, 0.0185, -0.0484, -0.3218
Si, 5.4375, 8.1416, 6.9578, 0.127, -0.0832, -0.3207
Si, 8.1699, 5.4435, 6.9348, 0.012, -0.0674, -0.2034
Si, 1.3751, 4.1215, 8.3045, -0.0186, -0.0043, -0.1763
Si, 4.1005, 1.3822, 8.3265, 0.0142, -0.0025, -0.1865
Si, 1.3575, 9.5576, 8.1583, -0.0023, 0.0022, -0.2042
Si, 4.1212, 6.7382, 8.3052, 0.0144, -0.0058, -0.1617
Si, 6.8119, 4.0792, 8.2915, -0.0018, -0.0072, -0.182
Si, 9.5203, 1.3606, 8.2565, -0.0183, 0.0145, -0.1724
Si, 6.8038, 9.5027, 8.3103, 0.0088, -0.013, -0.1743
Si, 9.5134, 6.7936, 8.3238, 0.0257, -0.0239, -0.1837
Si, 0.047, 0.0174, 9.5405, 0.0179, -0.0104, -0.0217
Si, 2.7825, 2.8306, 9.6681, -0.0026, -0.0076, -0.0233
Si, 0.0364, 5.4748, 9.7013, -0.0074, 0.0036, -0.0282
Si, 2.6965, 8.1777, 9.4574, -0.0004, -0.0009, 0.0049
Si, 5.4456, -0.0358, 9.6737, -0.0007, 0.0105, -0.0245
Si, 8.1751, 2.7116, 9.6177, 0.0009, 0.0091, -0.0123
Si, 5.4847, 5.3893, 9.7346, -0.0154, 0.0032, -0.0221
Si, 8.1231, 8.1172, 9.6964, 0.0017, 0.0042, -0.0187
Si, 1.409, 1.4037, 10.867, -0.0036, -0.0061, -0.006
Si, 4.1039, 4.1224, 11.2028, 0.0086, 0.0042, -0.0092
Si, 3.0908, 5.9787, 12.4123, -0.0066, -0.0045, 0.0021
Si, 4.9358, 7.7967, 12.3681, 0.0069, -0.0017, 0.0019
Si, 6.8315, 1.3594, 10.9914, 0.0087, 0.0074, -0.0117
Si, 9.5403, 4.0424, 10.9887, -0.0054, -0.0136, -0.007
Si, 6.7678, 6.7706, 11.1618, -0.0004, -0.0028, -0.0078
Si, 9.6245, 9.4936, 10.8564, 0.0021, -0.0061, -0.0073
Si, 0.0681, 2.6745, 12.3068, -0.0172, -0.0091, 0.0089
Si, 2.6892, -0.016, 12.1981, 0.0043, 0.0034, 0.0116
Si, 1.0214, 10.1315, 13.6872, -0.0056, -0.0023, -0.0317
Si, 1.4598, 6.9263, 10.9656, 0.0086, 0.0182, -0.0016
Si, 4.4066, 0.7001, 13.6024, -0.0012, 0.0007, -0.035
Si, 8.9084, 2.4067, 15.7841, -0.0003, -0.0019, -0.0758
Si, 4.0063, 9.4157, 10.8992, -0.0219, -0.0099, -0.0115
Si, 10.9958, 8.3036, 12.3593, -0.0071, -0.0101, 0.0154
Si, 1.1875, 5.2066, 13.778, 0.0088, 0.0017, -0.0205
Si, 6.8854, 3.9019, 13.7782, 0.0022, -0.0046, -0.0483
Si, -0.8622, 6.5394, 13.5088, 0.0023, -0.001, -0.0298
Si, 0.2351, 4.5726, 16.5388, -0.0018, 0.0138, -0.0749
Si, 5.4507, 2.5709, 12.4869, -0.0015, -0.0003, 0.0083
Si, 8.3179, -0.0335, 12.1804, 0.0128, 0.0146, 0.0118
Si, 5.87, 9.6597, 13.6598, -0.0035, -0.0093, -0.0326
Si, 8.2461, 5.3626, 12.4334, 0.0047, 0.0006, 0.0213
Si, -3.6114, -2.9678, 18.4523, -0.0032, 0, -0.0724
Si, 10.0623, 1.3069, 25.9533, 0.0045, 0.0074, -0.0598
Si, -8.8203, 8.2088, 30.2214, -0.0051, -0.0063, -0.0305
Si, 6.6859, -7.3499, 20.7088, 0.0044, 0.0054, -0.0496
Si, 5.5139, 5.4432, 27.435, -0.0014, 0, -0.0613
Si, 24.7531, 10.5456, 16.088, -0.0001, -0.0035, -0.0838
Si, 11.0177, -8.8997, 23.3748, -0.0043, 0.0055, -0.0723
Si, 10.0733, 11.7198, 13.5306, -0.001, 0.0021, -0.0225
Si, 9.277, -9.639, 18.4534, -0.0047, 0.0132, -0.0753
Si, 5.0927, 0.7812, 25.6256, 0.004, -0.0018, -0.0605
Si, -0.7901, -11.7996, 22.6107, 0.0033, 0.0003, -0.0741
Si, -9.7023, -1.8041, 20.6572, -0.0028, 0.016, -0.0664
Si, 7.8939, 8.5255, 24.3757, 0.0027, 0.0098, -0.058
Si, -16.1562, -5.6663, 18.6791, 0.0093, 0.0128, -0.0683
Si, 9.3147, 9.4993, 19.8123, -0.0169, -0.009, -0.0626
Si, 15.1298, 5.1072, 21.203, 0.0125, 0.0001, -0.0605
Si, -14.306, -5.3089, 25.2155, -0.0058, 0.0018, -0.047
Si, 8.9588, -4.3359, 16.4026, 0.0121, -0.0053, -0.0638
Si, 11.6691, -1.3237, 26.8029, 0.0006, 0.0071, -0.0556
Si, -1.7555, -9.6242, 28.5795, -0.0013, -0.0052, -0.0551
Si, 3.0672, -3.2645, 22.3768, 0.0094, -0.0009, -0.0609
Si, 0.9106, 4.5365, 28.5739, 0.0017, -0.0063, -0.0436
Si, -16.5832, -1.0682, 23.1908, -0.0055, -0.0001, -0.0595
Si, 16.2883, 8.7174, 16.3673, 0.0009, 0.0124, -0.0675
Si, -5.7335, 3.7328, 25.0111, -0.0099, -0.0064, -0.0566
Si, -7.5758, 11.0295, 27.9405, -0.0002, 0.0011, -0.0581
Si, 2.7294, 0.608, 19.143, -0.007, 0.0049, -0.0743
Si, 16.9257, 5.6805, 15.9205, 0.0069, -0.0034, -0.0683
Si, -5.8804, 1.0354, 21.1087, -0.0004, 0.005, -0.0691
Si, -3.0854, -0.2993, 26.4418, -0.0084, -0.0095, -0.0475
Si, 1.4306, -14.6197, 25.0394, 0.0094, 0.0028, -0.0679
Si, 13.7867, -4.3627, 27.7286, 0.0168, -0.0009, -0.05
Si, -7.7671, 2.9675, 22.7387, 0.0007, -0.0023, -0.0623
Si, -12.2593, -7.8499, 20.8399, 0.0018, -0.0031, -0.0771
Si, 11.6851, 13.7354, 18.85, 0.0039, 0.0069, -0.0635
Si, 10.1758, 5.4318, 26.1777, -0.0049, -0.0047, -0.0645
O, -7.8759, 4.1294, 21.6059, -0.0033, -0.0065, 0.0255
O, -15.3184, -6.9569, 19.1569, 0.0032, -0.0131, 0.0397
O, -3.0631, -3.9731, 24.3785, -0.0016, -0.0139, 0.0253
O, -12.6305, -11.2381, 18.5748, 0.0051, -0.0127, 0.0263
O, -7.323, 8.4485, 30.7542, 0.0066, 0.0005, 0.0259
O, -6.9148, 1.7501, 22.1225, -0.0114, 0.0104, 0.0303
O, 1.238, 9.6084, 30.1367, -0.0039, -0.0029, 0.0193
O, -0.2096, 2.3703, 24.909, -0.0084, -0.0029, 0.0446
O, 5.9523, 1.027, 30.5035, 0.0015, 0.0006, 0.0145
O, 2.1088, -8.7924, 19.4154, 0.0058, -0.0043, 0.0205
O, -2.8638, -2.3663, 19.7462, 0.0142, 0.0101, 0.0304
O, 9.2733, -11.5054, 21.2402, 0.0081, 0.003, 0.0494
O, 4.7641, 4.3712, 26.457, 0.0007, 0.0158, 0.0362
O, 19.1179, 2.3662, 29.3155, -0.0075, 0.0121, 0.029
O, 22.7974, 3.09, 29.2698, 0.003, -0.0067, 0.0198
O, -0.7933, 3.5075, 15.8726, 0.0057, 0.0009, 0.0254
O, -4.0898, 5.9993, 26.6352, -0.0091, 0.0002, 0.0316
O, 14.7526, -12.5659, 16.3851, 0.0015, -0.0023, 0.0208
O, 7.6474, 5.6166, 16.1711, -0.0035, 0.0043, 0.0288
O, -1.9721, 1.8447, 19.9135, 0.0005, 0.0115, 0.0402
O, 1.2732, -5.7821, 15.4164, -0.011, -0.0168, 0.0592
O, -4.3157, -4.3625, 18.8463, -0.0067, -0.0092, 0.0283
O, 6.3968, 15.5158, 24.4456, 0.0046, 0.0041, 0.0241
O, 6.199, -1.3127, 15.263, -0.0002, -0.0115, 0.0459
O, 12.536, -11.6888, 15.2448, 0.0206, -0.0034, 0.0402
O, 10.1637, -5.1427, 17.1256, 0.0006, -0.0052, 0.0272
O, 28.3003, -12.7067, 23.7052, 0.013, -0.0061, 0.026
O, 7.6931, 13.8847, 14.8901, 0.0132, -0.0092, 0.034
O, 17.183, 1.9823, 20.8797, -0.0062, -0.0068, 0.0167
O, 3.8195, 0.7251, 15.176, -0.0109, -0.0065, 0.0384
O, -16.0989, -19.5523, 25.217, 0.0037, -0.0057, 0.0212
O, 5.4778, 7.1856, 15.8487, 0.0007, -0.0054, 0.0226
O, 8.8615, 4.7782, 25.4914, 0.01, 0.0016, 0.0238
O, -0.274, 11.3166, 23.3208, 0.0019, 0.0095, 0.0311
O, 10.0631, -8.185, 22.306, 0.0165, -0.0121, 0.0485
O, 3.863, -7.246, 24.028, 0.0202, 0.006, 0.0412
O, 15.1372, 0.6719, 19.7138, 0.0164, 0.0025, 0.0376
O, 6.1147, -2.0215, 17.8159, 0.0152, -0.007, 0.0371
O, 17.1191, 10.8473, 26.3863, 0.0072, -0.0024, 0.0258
O, 10.7648, 8.7305, 19.7331, 0.0115, 0.0002, 0.0264
O, 12.5552, 13.2649, 23.1019, -0.0081, -0.0022, 0.0194
O, -12.147, 6.623, 27.1251, 0.004, 0.0117, 0.0397
O, 0.6012, -1.5919, 22.1544, -0.0091, 0.0055, 0.0336
O, 33.7983, 3.942, 17.7187, 0.0049, -0.0214, 0.0448
O, 24.4388, 0.2943, 17.5489, -0.0025, 0.0094, 0.0647
O, 3.9402, -2.0305, 22.9072, 0.0057, 0.0063, 0.0254
O, 5.6572, 4.4163, 21.6024, -0.0081, 0.0018, 0.0268
O, -8.4683, -16.7095, 28.247, -0.0095, -0.0021, 0.0162
O, -15.9834, -6.0114, 14.5507, -0.0049, 0.0154, 0.035
O, 25.8968, 28.2347, 22.0419, -0.0072, 0.0131, 0.0257
O, 2.2988, -2.9445, 20.962, 0.009, -0.0077, 0.0309
O, -2.4844, -8.9803, 17.2514, 0.0045, -0.013, 0.0506
O, -2.6035, -10.8747, 27.9567, 0.0065, 0.0087, 0.0299
O, -10.7478, 0.0519, 26.2739, 0.004, -0.0124, 0.0249
O, 0.9153, -13.1513, 25.4847, -0.0042, 0.0097, 0.032
O, -11.0545, -2.0764, 27.9084, -0.0105, -0.0158, 0.0265
O, 9.5272, 22.8806, 15.0601, -0.0135, 0.0129, 0.0423
O, -8.654, -11.8374, 27.4243, 0.0044, 0.0033, 0.019
O, 5.2407, -5.9077, 17.1361, -0.0054, -0.0033, 0.0475
O, -15.127, 20.3261, 29.9932, -0.0047, 0.0027, 0.0074
O, -1.6945, -1.8556, 23.5464, -0.0169, -0.0132, 0.0338
O, -12.2629, 7.0895, 14.9892, -0.0157, -0.0026, 0.0456
O, -2.6843, 3.9462, 21.106, 0.0002, 0.002, 0.0196
O, 4.5505, -0.5192, 28.7548, 0.0097, -0.0037, 0.036
O, -6.3886, -4.2364, 27.7879, -0.0006, 0.0007, 0.0174
O, -2.4576, -2.8994, 28.9913, -0.0032, -0.0021, 0.0253
O, 2.0784, -3.7296, 23.5674, -0.0197, -0.0062, 0.0508
O, -6.2224, -0.0304, 24.3068, 0.0006, 0.0146, 0.0421
O, -0.0942, 14.4831, 19.9946, -0.015, 0, 0.0344
O, 8.454, -3.1359, 17.3436, -0.0129, 0.0091, 0.0381
O, -20.7251, -18.1043, 13.2008, 0.0067, 0.0103, 0.0077
O, 32.0444, 0.6014, 29.5023, 0.0116, -0.0088, 0.0293
O, -8.401, -4.1607, 26.1858, 0.0077, -0.0056, 0.0413
O, -1.0756, 2.058, 27.3521, -0.0049, 0.0012, 0.0337
O, 1.8905, 10.3863, 19.9885, -0.0085, -0.0211, 0.0301
O, 10.8162, 1.6567, 18.1637, 0.0027, -0.0021, 0.0286
O, -10.6619, 6.0713, 25.0214, -0.0089, -0.0057, 0.0288
O, -3.5389, -1.0994, 12.9959, -0.0072, -0.0052, 0.0012
O, -2.835, -1.808, 25.9, 0.0018, 0.0123, 0.0318
O, 3.3866, 3.2299, 30.5036, -0.0017, 0.0014, 0.0127
O, 11.0265, 4.4549, 27.1392, 0.0117, 0.0021, 0.0374
O, -7.0444, -9.9592, 26.6293, -0.0129, -0.0069, 0.0379
O, 4.2918, 5.3799, 19.5998, -0.0125, -0.0057, 0.046
O, -5.3393, -0.3083, 21.8109, -0.0004, -0.0159, 0.0366
O, 24.4344, 12.076, 28.9551, -0.009, 0.0084, 0.0268
O, 2.1967, 7.5847, 28.7221, -0.0059, 0.0115, 0.0355
O, 5.9389, 4.8072, 28.8454, 0.0039, -0.0054, 0.0549
O, -2.2661, 0.716, 25.458, -0.001, -0.0034, 0.0202
H, 2.1722, 0.5946, 38.1186, -0.2482, 0.1906, -0.2997
H, 0.5146, 2.2237, 38.1186, 0.3258, -0.4128, -0.238
H, 3.2683, 4.8906, 38.1281, 0.2688, -0.2979, -0.2534
H, 4.9087, 3.244, 38.1281, -0.3383, 0.2718, -0.2836
H, 0.5244, 7.6081, 38.1478, 0.2521, -0.2821, -0.2618
H, 2.1828, 5.9795, 38.1478, -0.2828, 0.2943, -0.2468
H, 4.8963, 8.6827, 38.1516, -0.3781, 0.2831, -0.2595
H, 3.2834, 10.3559, 38.1516, 0.1772, -0.2854, -0.2609
H, 7.618, 0.5227, 38.1423, -0.3062, 0.3559, -0.2551
H, 5.9816, 2.1735, 38.1423, 0.2861, -0.3265, -0.2579
H, 8.7105, 4.9036, 38.1392, 0.3249, -0.2154, -0.2864
H, 10.36, 3.266, 38.1392, -0.412, 0.3173, -0.2312
H, 7.6143, 5.99, 38.1492, -0.3074, 0.233, -0.2854
H, 5.9603, 7.6232, 38.1492, 0.3256, -0.3525, -0.2275
H, 10.3167, 8.7138, 38.1191, -0.1631, 0.3467, -0.2826
H, 8.6779, 10.3619, 38.1191, 0.376, -0.3189, -0.2328
H, -0.8262, 3.5603, 6.0173, 0.3687, -0.2557, 0.2688
H, 0.8175, 1.9169, 6.0173, -0.2832, 0.3311, 0.2862
H, 1.8962, 0.8577, 5.9601, 0.4303, -0.2039, 0.2375
H, 3.5283, -0.7958, 5.9601, -0.1111, 0.387, 0.2468
H, 0.787, 7.3492, 5.9755, -0.3172, 0.1667, 0.2783
H, -0.8485, 9.0006, 5.9755, 0.2326, -0.4466, 0.2271
H, 3.549, 4.6018, 5.9888, -0.3659, 0.2662, 0.241
H, 1.9084, 6.2481, 5.9888, 0.3316, -0.1596, 0.2827
H, 4.6206, 3.526, 6.0059, 0.2912, -0.3017, 0.2898
H, 6.266, 1.8844, 6.0059, -0.2917, 0.3315, 0.2624
H, 8.9852, -0.8264, 6.005, -0.3443, 0.3125, 0.27
H, 7.3328, 0.8083, 6.005, 0.2454, -0.3513, 0.284
H, 4.6156, 8.9633, 6.0254, 0.1981, -0.2848, 0.3172
H, 6.2628, 7.3234, 6.0254, -0.2841, 0.368, 0.2211
H, 7.3413, 6.2585, 6.0024, 0.3326, -0.2571, 0.2818
H, 8.9922, 4.6222, 6.0024, -0.3322, 0.3012, 0.2584

Results
free energy: -135122.891 eV
free energy less fixed offsets of H -15.71, O -570.45, Si -639.56 eV per atom: 1.349 eV

The program warned: the cutoff lies below the one the program advises for these potential files; the forces do not sum to zero within the program's tolerance; empty levels may hold ghost states of the PAW files; the exchange-correlation potential is rough where the density is thin.
